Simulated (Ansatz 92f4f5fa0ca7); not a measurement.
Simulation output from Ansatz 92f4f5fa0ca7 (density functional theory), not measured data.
Periodic cell of 228 atoms, Si134O93H1, from a study of silicon, its oxide and their interface. The atomic structure is a simulated model.
Doubt: the cutoff is far below the 930 eV that the study's wrapper takes by default for these files, so forces and energies are approximate.
This geometry differs little from another in the collection (a relaxation step or a small displacement).

Settings: functional PBE; potential files Ansatz PAW; basis plane waves; wave-function cutoff 580 eV; density cutoff ratio 5; exchange-correlation grid ratio 1; k mesh 1 x 1 x 1, Gamma-centred; self-consistency stop 5e-08 eV per atom in the density residual; occupations fixed; spin none; net charge -1 e, with a uniform compensating background and no finite-size correction.

Cell vectors (angstrom)
a 10.938 0 0
b 0 10.938 0
c 0 0 32.2994

Atoms: element, x, y, z (angstrom)
Si 0.3059 -0.5147 24.9994
Si 5.7869 -0.0916 25.0317
Si 2.7601 2.5097 24.7092
Si 8.0408 2.8658 24.6539
Si -0.0782 5.7294 24.6538
Si 5.6812 4.9832 24.7614
Si 2.7647 8.4497 24.8137
Si 7.9675 8.4679 24.9924
Si 1.2675 1.3582 26.118
Si 7.0227 1.4302 26.2418
Si 4.1641 3.8539 26.1248
Si 9.5433 4.2085 25.9912
Si 1.5768 6.7438 26.0317
Si 6.7702 6.7193 26.0514
Si 4.1049 9.7076 26.2341
Si 9.6776 9.3601 26.3462
Si 2.6806 0.0773 27.5452
Si 8.3111 -0.0548 27.5592
Si -0.0653 2.789 27.4507
Si 5.541 2.6586 27.5749
Si 2.8352 5.3551 27.4678
Si 8.181 5.4682 27.4812
Si 0.1581 8.0098 27.563
Si 5.454 8.1816 27.4815
Si 4.1018 1.3673 28.8811
Si 9.5708 1.3673 28.8811
Si 1.3673 4.1018 28.8811
Si 6.8362 4.1018 28.8811
Si 4.1018 6.8362 28.8811
Si 9.5708 6.8362 28.8811
Si 1.3673 9.5708 28.8811
Si 6.8362 9.5708 28.8811
Si 0 0 30.2484
Si 5.469 0 30.2484
Si 2.7345 2.7345 30.2484
Si 8.2035 2.7345 30.2484
Si 0 5.469 30.2484
Si 5.469 5.469 30.2484
Si 2.7345 8.2035 30.2484
Si 8.2035 8.2035 30.2484
Si 1.3673 1.3673 31.6156
Si 6.8362 1.3673 31.6156
Si 4.1018 4.1018 31.6156
Si 9.5708 4.1018 31.6156
Si 1.3673 6.8362 31.6156
Si 6.8362 6.8362 31.6156
Si 4.1018 9.5708 31.6156
Si 9.5708 9.5708 31.6156
Si 2.7345 0 0.6835
Si 8.2035 0 0.6835
Si 0 2.7345 0.6835
Si 5.469 2.7345 0.6835
Si 2.7345 5.469 0.6835
Si 8.2035 5.469 0.6835
Si 0 8.2035 0.6835
Si 5.469 8.2035 0.6835
Si 4.1018 1.3673 2.0507
Si 9.5708 1.3673 2.0507
Si 1.3673 4.1018 2.0507
Si 6.8362 4.1018 2.0507
Si 4.1018 6.8362 2.0507
Si 9.5708 6.8362 2.0507
Si 1.3673 9.5708 2.0507
Si 6.8362 9.5708 2.0507
Si 0 0 3.418
Si 5.469 0 3.418
Si 2.7345 2.7345 3.418
Si 8.2035 2.7345 3.418
Si 0 5.469 3.418
Si 5.469 5.469 3.418
Si 2.7345 8.2035 3.418
Si 8.2035 8.2035 3.418
Si 1.3812 1.3559 4.7708
Si 6.7767 1.4153 4.8134
Si 4.0805 4.1246 4.7933
Si 9.5663 4.1251 4.7709
Si 1.3283 6.8786 4.8156
Si 6.7771 6.9122 4.6887
Si 4.0273 9.6441 4.834
Si 9.5171 9.6336 4.7889
Si 2.6553 0.0478 6.313
Si 8.1723 0.1191 6.1891
Si 0.0633 2.7764 6.0856
Si 5.3957 2.7483 6.2265
Si 2.7395 5.54 6.1641
Si 8.1575 5.5782 5.9909
Si -0.0571 8.2765 6.1668
Si 5.4692 8.2896 6.0951
Si 3.763 1.678 7.652
Si 9.815 1.2952 7.4443
Si 1.5616 3.9692 7.4576
Si 6.6213 4.4537 7.3115
Si 4.3977 6.6838 7.4145
Si 9.1794 7.1731 7.3811
Si 0.972 9.8597 7.601
Si 6.9855 9.4591 7.4723
O 5.4853 5.5227 7.8411
O -0.2261 0.0014 7.8904
O 2.7166 2.9108 8.0113
O 8.0912 8.3102 7.8982
O 1.5079 9.456 24.3409
O 6.8495 3.9377 24.1599
O 6.7742 9.5612 25.0604
O 0.1383 4.8233 23.2951
O 6.2583 10.0226 8.8542
O 0.665 4.739 8.5918
O 1.3659 9.1488 9.0122
O 7.4948 4.0815 8.6457
O 9.6286 6.4546 8.7683
O 4.3878 0.9939 9.0305
O 3.9585 7.399 8.8263
O 9.3769 2.1812 8.7633
O 5.6826 0.3747 23.4378
O 8.5713 1.9672 23.3262
O 10.31 7.1115 23.9059
O 4.7151 5.4738 23.5012
O 8.2765 8.5381 23.3744
O 2.3246 3.5173 23.4528
O 3.779 7.9395 23.577
O 10.1591 -0.1379 23.8192
Si 6.4337 12.2161 15.5663
Si -2.6455 7.9158 14.0899
Si 7.4857 4.092 16.7373
Si -0.4205 3.7087 19.9366
Si 14.2734 2.2046 13.124
Si 3.1061 3.827 17.977
Si 3.6923 7.4698 15.0086
Si 4.3171 0.8264 22.673
Si 1.3343 5.9731 14.0264
Si 4.384 -0.72 20.2299
Si 4.7506 2.2238 20.0888
Si 7.9918 2.7457 9.4178
Si 9.4799 3.7201 11.7226
Si 10.794 5.714 9.6207
Si 2.8892 4.4918 11.6204
Si 5.6431 8.0118 12.7026
Si 9.9002 1.1087 22.822
Si 1.3189 8.4062 10.4496
Si 9.9623 -1.0438 20.5653
Si 3.4166 1.6117 15.9425
Si 7.2436 6.5093 21.0968
Si 16.5425 0.2404 12.7699
Si 0.0798 -2.1389 13.1308
Si 9.5036 5.0348 14.5762
Si -9.8112 2.1518 11.2177
Si 3.535 7.3135 19.7334
Si 1.8252 9.8893 15.4471
Si 0.8688 6.0451 18.638
Si 7.5408 3.6692 19.8445
Si 7.9172 -1.274 16.6249
Si 0.8826 3.5258 22.6851
Si 5.0705 5.9954 17.2729
Si 7.1488 9.0814 19.4755
Si 3.9534 7.193 10.4445
Si 9.4423 7.6849 22.6419
Si 4.5904 6.8542 22.6368
Si 5.8488 0.4972 9.5857
Si 10.8672 -2.032 17.7832
O 10.0218 0.4324 21.3209
O 4.4906 7.2736 13.6045
O 11.1466 2.1103 23.093
O 6.9415 -1.7055 17.8712
O 3.56 8.9589 19.5927
O 0.0701 7.2432 17.819
O 8.1281 3.1314 10.9873
O 4.4803 2.1339 21.7065
O 1.8048 3.6605 10.7661
O 13.2559 0.4687 15.6512
O 5.9279 -1.2086 20.3209
O 2.1155 5.2088 12.8629
O 2.8361 8.2303 11.0379
O 3.9912 3.433 12.2465
O 16.5727 -1.3479 13.0743
O 3.7549 6.7611 21.251
O 1.8022 1.9446 12.7436
O -14.2647 8.7306 15.3325
O -9.6407 1.0474 10.1408
O 3.8001 -0.4204 21.7388
O 3.147 8.9896 15.1443
O 11.7089 -1.1227 14.2084
O 6.4971 11.9613 13.931
O 3.3101 1.1647 23.9058
O 4.0964 -10.1569 12.9177
O 6.1424 7.1199 22.1584
O -12.4764 8.8604 13.3516
O -0.8904 4.9848 10.8556
O 7.9059 3.7469 18.2675
O 6.3584 2.5344 19.9505
O 14.4288 2.6504 14.6973
O 4.3675 11.6757 19.4496
O 7.1285 7.4566 13.055
O -2.2255 6.4704 21.8229
O -2.0843 4.3443 15.9009
O 2.0049 6.8761 19.4433
O 2.4353 6.4341 15.1491
O 13.7335 2.4198 17.2301
O 9.467 -1.5421 17.0874
O 6.898 1.6112 9.0786
O 4.7187 7.1763 16.2301
O 19.9353 6.5739 14.6372
O 4.1803 4.6474 17.0897
O -1.9267 3.3977 20.5554
O 10.5337 13.4619 11.7617
O 7.3091 -3.4402 19.8058
O 0.4084 9.1592 11.5769
O 0.8299 6.8619 10.2191
O 4.6689 6.6203 18.7582
O 15.8598 11.9141 16.1685
O 3.6733 5.6195 10.7486
O 6.581 5.4686 16.9183
O 10.2611 -2.2735 21.6238
O 1.7336 4.7439 18.0332
O 7.5476 11.2232 16.2669
O 9.0524 4.2684 13.2126
O 0.0217 9.6126 19.284
O 3.8026 14.3305 19.42
O 5.3606 18.5961 11.1384
O 6.9059 5.0161 20.5372
O 1.1521 -1.5111 16.8612
O 0.1983 5.0328 14.7331
O 0.6148 -3.6458 13.4168
O 8.456 9.8763 19.9815
O 6.0339 0.4232 11.2027
O 6.7465 2.8333 15.9939
O 0.7826 3.5975 21.0677
O 10.6063 5.2828 19.4453
O -0.2043 2.5845 18.7802
H 0.4756 2.7201 18.1023

Results
free energy: -138085.530 eV
free energy less fixed offsets of H -15.97, O -568.88, Si -635.61 eV per atom: 8.020 eV

Forces (eV/angstrom), in the order of the atoms: element, x, y, z
Si -0.0007 0.0003 0.0001
Si 0.0042 -0.0035 -0.0023
Si 0.0005 -0.0021 -0.0025
Si 0.001 0.0003 -0.0003
Si 0.0004 -0.0005 -0.0012
Si 0 0 -0.0008
Si 0.0008 -0.0008 -0.0009
Si -0.0052 0.0033 -0.0005
Si 0.0004 -0.0002 -0.0007
Si -0.0002 -0.0015 -0.001
Si 0.0011 -0.0004 -0.0002
Si -0.0005 0.0001 -0.0012
Si -0.0004 -0.0002 -0.0008
Si 0.001 -0.0008 -0.0011
Si 0.001 -0.0001 -0.001
Si 0.0007 0.0003 -0.0013
Si 0.0001 -0.0004 -0.0005
Si 0.0004 0.0011 -0.0005
Si 0.0001 0 -0.0002
Si -0.0009 0.0002 -0.0005
Si -0.0001 0.0003 -0.0003
Si 0.0002 0.0006 -0.0003
Si 0.0005 0.0006 -0.0005
Si -0.0007 0.0001 -0.0008
Si 0.0256 -0.1188 0.4518
Si 0.2088 0.332 0.1461
Si -0.0488 -0.0872 -0.42
Si 0.0922 0.1306 0.1765
Si 0.0724 -0.2369 -0.2075
Si 0.1038 -0.5746 0.1158
Si 0.0861 -0.15 0.0952
Si 0.018 -0.2246 -0.2003
Si -0.0032 0.0496 -0.0171
Si -0.1383 -0.0446 0.007
Si 0.0305 0.007 -0.0037
Si -0.0229 0.008 0.0178
Si -0.1885 -0.0288 0.0328
Si 0.0245 0.0508 -0.0004
Si -0.0151 0.0658 -0.0034
Si 0.0069 0.1152 -0.0465
Si 0.0714 -0.0837 -0.0096
Si 0.0531 0.0334 -0.0414
Si 0.0025 0.0488 -0.0089
Si 0.1001 -0.0716 -0.0088
Si -0.0348 0.0031 -0.043
Si 0.017 -0.0671 -0.0164
Si 0.096 -0.0888 -0.0076
Si -0.0226 0.0088 -0.0081
Si -0.0271 0.0402 0.0243
Si -0.0867 0.0422 0.024
Si -0.0963 0.0333 0.0168
Si -0.0272 -0.0476 0.0056
Si -0.0244 0.0555 0.0153
Si -0.0074 0.0277 0.0143
Si 0.0256 0.0058 0.0096
Si -0.0152 0.0796 0.0306
Si 0.064 0.0389 -0.0097
Si 0.0843 -0.0498 0.0239
Si 0.0298 -0.0304 0.0175
Si 0.0385 0.0301 -0.0045
Si 0.0429 -0.1072 0.0122
Si 0.0309 0.0331 0.0105
Si -0.0296 -0.0366 -0.0013
Si 0.0896 -0.0665 0.0077
Si -0.0848 -0.0109 -0.0792
Si -0.248 0.1422 0.2504
Si 0.1039 0.0035 -0.0674
Si -0.1829 0.0314 0.1403
Si 0.0871 0.1573 0.0044
Si -0.2847 -0.0946 -0.2959
Si -0.1716 0.2112 0.2798
Si 0.0935 0.464 -0.4083
Si -0.0023 -0.0006 0.0042
Si 0.0007 0.0022 -0.0014
Si 0.001 0.0015 -0.0033
Si 0.0001 0.0003 0.003
Si 0.0015 0.0008 -0.0023
Si 0.0008 0.0005 0.002
Si -0.0003 0.0008 0.0033
Si 0.0004 0.0002 -0.0008
Si 0.0014 -0.0019 -0.0014
Si 0.0014 -0.0005 0.0049
Si -0.0008 -0.0013 0.0007
Si -0.002 -0.0044 0.0061
Si -0.0023 -0.0027 0.0058
Si 0.0017 -0.0017 -0.0024
Si 0.0005 0.0011 0.0059
Si -0.0007 -0.0002 -0.0004
Si 0.0089 -0.0037 -0.0017
Si -0.0091 0.0095 -0.0105
Si -0.0034 0.01 -0.0035
Si 0.0055 -0.0056 -0.0019
Si -0.007 0.0034 0.0026
Si 0.0039 -0.0033 0.0065
Si 0.0032 -0.0085 -0.0089
Si -0.0019 0.0048 -0.0003
O -0.0049 0.003 0.0013
O 0.003 -0.007 0.0069
O 0.0004 0.0072 0.001
O 0.0032 -0.0027 0.0013
O 0.0005 -0.0002 -0.0004
O -0.0005 0.0004 -0.0004
O -0.0014 0.0013 -0.0059
O -0.0005 -0.0005 0.0005
O 0.0018 -0.0022 -0.0004
O -0.0024 0.0021 0.0007
O 0.0012 0.0081 0.0012
O -0.0049 0.0124 -0.0027
O 0.0077 -0.0013 0.0008
O -0.0023 0.0011 -0.0012
O 0.0011 -0.0032 -0.0026
O 0.0115 -0.0055 0.0005
O -0.005 0.0022 0.0046
O 0.0002 0.0003 -0.0001
O 0.0019 -0.0016 -0.0002
O 0.001 -0.001 0.0004
O 0.0003 -0.0002 0.0019
O -0.0003 -0.0005 0.0005
O -0.0017 0.0009 0.0012
O 0.0006 -0.0001 -0.0003
Si -0.003 0.0022 0.0023
Si -0.0023 -0.0004 0.0003
Si 0.001 -0.0011 0.0008
Si 0.0002 0.0003 0.0003
Si -0.0144 -0.0096 -0.0006
Si -0.0006 -0.0015 0
Si 0.0009 0.0027 0.0017
Si 0.0022 -0.0032 0.0003
Si 0.0184 0.0002 -0.0107
Si 0.0014 0.0004 0.0015
Si -0.0004 0.0007 0.0014
Si -0.0011 -0.0042 0.0036
Si 0.0183 -0.0329 -0.0031
Si 0.0023 0.0077 -0.002
Si -0.0382 -0.0284 -0.0041
Si 0.0064 0.0017 0.0055
Si 0.0003 0.001 0.0002
Si 0.0003 -0.0195 0.0067
Si 0.0006 0.0008 0.0004
Si 0 0.0011 -0.0048
Si 0.0002 0 0.0011
Si -0.0096 -0.0112 0.0051
Si -0.0016 -0.0038 0.0033
Si 0.0014 0.0008 0.0007
Si 0.0698 -0.0056 -0.1913
Si 0.0006 -0.0009 0.0007
Si 0.0067 0.0005 -0.0034
Si 0.001 -0.0002 0.0006
Si 0.0007 -0.0012 0.0012
Si 0.0023 -0.0003 -0.003
Si -0.0007 0.0003 0.0008
Si 0.0003 -0.0021 0
Si -0.0007 -0.0004 0.0011
Si 0.0035 -0.0037 -0.0003
Si 0 -0.0006 -0.0002
Si -0.0004 0 -0.0023
Si 0.0024 -0.0012 -0.0011
Si 0.0014 -0.0001 0.0004
O -0.0001 -0.0006 -0.0008
O 0.0043 0.005 -0.0034
O 0.0002 0.0003 -0.0009
O 0.0011 -0.0007 0.0003
O 0.001 0.0004 -0.0017
O 0.0007 -0.0008 -0.0009
O 0.0138 0.0028 0.0178
O -0.0002 -0.002 -0.0009
O 0.0095 -0.0148 0.0537
O -0.0021 -0.0085 -0.0026
O 0.0003 -0.0005 -0.0024
O 0.0081 0.0002 -0.0018
O -0.0046 0.0015 -0.0014
O -0.0165 0.01 -0.0056
O 0.0048 0.0107 -0.0059
O 0.002 0 0.0022
O 0.0752 -0.0414 0.0574
O 0.0036 0.0034 0.0038
O -0.0148 0.1033 0.0921
O 0.0017 0.0036 0.0026
O -0.007 0.0051 0.0011
O 0.0088 -0.0021 0.005
O -0.0019 -0.0025 -0.0024
O -0.0001 0.0012 -0.0014
O 0.0059 0.0093 0.0025
O -0.0005 0.0001 -0.0006
O 0.0021 -0.001 -0.001
O 0.0005 -0.0014 0.0022
O 0.0012 -0.0004 -0.0008
O -0.0006 -0.0002 -0.0008
O 0.0023 -0.0082 -0.0071
O 0.0007 -0.0009 -0.0004
O -0.0097 0.0029 -0.001
O 0.001 0.0007 -0.0007
O 0.0003 -0.0004 -0.0014
O 0.0004 0.0001 -0.0013
O -0.0179 -0.0053 -0.0203
O 0.0001 0.0017 -0.0022
O -0.0039 0.001 -0.003
O -0.0026 -0.0021 0.0012
O -0.0004 -0.001 -0.0012
O 0.0018 -0.0015 -0.0009
O 0.0021 0.0024 -0.001
O 0.0001 -0.0002 -0.0007
O -0.112 0.0346 0.0067
O 0.0001 0.0007 -0.001
O 0.0041 0.0023 -0.0034
O -0.0051 -0.0034 -0.0048
O -0.0002 0.0008 0.0002
O 0.0043 0.0008 -0.0013
O -0.0011 -0.0056 0.0092
O -0.001 0.0009 -0.0013
O 0.0003 -0.0009 -0.0001
O -0.0007 0.0014 -0.0006
O 0.0007 -0.0058 -0.001
O 0.0044 -0.0012 -0.0072
O -0.0004 0.0004 0.0004
O 0.0019 -0.0014 0.0001
O -0.0012 -0.0007 0.0012
O -0.0004 0.0012 -0.0005
O -0.0005 -0.0003 -0.001
O -0.0018 0.0035 -0.0031
O 0.0098 -0.0142 0.0068
O 0.001 -0.0004 -0.0012
O -0.0014 -0.0024 0.004
O 0.0005 -0.0041 -0.0015
O 0.0006 -0.0003 0.0002
O -0.0001 -0.0004 -0.0011
O 0.0068 0.0013 -0.0077
H -0.006 -0.0009 0.0061

The program warned: the cutoff lies below the one the program advises for these potential files; the exchange-correlation potential is rough where the density is thin.
